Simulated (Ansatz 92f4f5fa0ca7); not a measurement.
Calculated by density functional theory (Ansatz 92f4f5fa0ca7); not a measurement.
Periodic cell of 236 atoms, Si145O89As2, from a study of silicon, its oxide and their interface. The atomic structure is a simulated model.
Doubt: the cutoff is far below the 930 eV that the study's wrapper takes by default for these files, so forces and energies are approximate.

Settings
functional: PBE
potential files: Ansatz PAW
basis: plane waves
wave-function cutoff: 580 eV
density cutoff ratio: 5
exchange-correlation grid ratio: 1
k mesh: 1 x 1 x 1, Gamma-centred
self-consistency stop: 5e-08 eV per atom in the density residual
occupations: fixed
spin: none
net charge: 0

Cell vectors (angstrom)
a	11.6015	0	0
b	0	10.938	0
c	0	0	32.0622

Atoms and the computed forces on them: element, x, y, z (angstrom), force x, y, z (eV/angstrom)
Si	-0.1939	-0.0655	23.2811	-0.0232	0.0098	0.0179
Si	3.666	0.1922	23.1015	0.009	0.0166	0.005
Si	7.5544	-0.1494	23.4547	-0.0042	0.0132	0.0035
Si	1.6891	1.3757	23.4142	0.0049	-0.0127	-0.0079
Si	5.7338	1.3888	23.2041	0.0061	-0.0121	0.0153
Si	9.4414	1.2206	23.3921	0.0278	0.0136	0.0256
Si	0.1583	5.3049	23.4696	-0.021	0.0121	-0.0017
Si	4.1215	5.295	23.4107	0.007	0.0095	0.02
Si	8.0321	5.604	23.5538	0.0035	-0.0114	-0.0017
Si	2.1541	6.5743	23.3793	0.0061	-0.008	0.0022
Si	5.969	6.7641	23.4871	-0.0008	-0.0209	-0.0015
Si	10.0098	6.8627	23.603	0.013	-0.0022	0.0051
Si	1.9013	2.6613	25.3828	0.0073	-0.002	-0.0054
Si	5.8274	2.6461	25.2659	0.0097	-0.0023	-0.0201
Si	9.627	2.682	25.2839	-0.0138	-0.0149	-0.0152
Si	11.594	3.9985	25.3939	0.0071	-0.0009	0.0006
Si	3.8915	3.9661	25.3317	-0.0027	0.0046	0.0035
Si	7.7382	4.0849	25.3489	0.0068	0.0143	0.0062
Si	1.9702	8.1462	25.1964	-0.0015	0.0006	0.0052
Si	5.7704	8.1679	25.3654	0.0008	-0.0016	0.0135
Si	9.7096	8.2625	25.4319	-0.0058	-0.0088	0.009
Si	11.6386	9.5574	25.2675	0.0012	0.0175	-0.0182
Si	3.8597	9.5839	25.0745	0.0146	0.0076	-0.0111
Si	7.6874	9.5147	25.4167	0.0061	-0.0002	-0.0075
Si	11.649	-0.0122	27.2078	-0.0041	-0.0142	0.0054
Si	3.899	-0.0586	27.1233	0.0021	0.0044	-0.0139
Si	7.7561	-0.0191	27.291	0.0059	-0.0215	0.018
Si	1.9844	1.3077	27.2775	0.0042	0.0169	0.0109
Si	5.8257	1.3164	27.2146	-0.0064	-0.0058	-0.0067
Si	9.6933	1.326	27.2211	0.0064	0.0038	-0.0052
Si	11.5907	5.4686	27.2398	0.0011	-0.0011	0.0097
Si	3.8436	5.4179	27.2202	-0.0031	0.0068	0.015
Si	7.7079	5.4608	27.267	0.0015	-0.0144	0.0082
Si	1.9359	6.823	27.1823	-0.0025	-0.0159	-0.0106
Si	5.7543	6.7973	27.2739	0.0136	-0.0056	0.0099
Si	9.6529	6.8133	27.284	-0.0109	0.0045	0.0112
Si	1.9456	2.7194	29.1739	-0.0465	-0.0169	-0.0166
Si	5.7894	2.7102	29.142	0.0099	0.0141	0.0459
Si	9.6809	2.7255	29.1455	-0.0197	-0.0061	0.0459
Si	0.0124	4.0956	29.1657	0.0182	-0.0042	-0.0118
Si	3.8618	4.0843	29.1718	0.0262	0.0131	-0.013
Si	7.7272	4.0767	29.1788	0.0156	0.0019	-0.0398
Si	1.94	8.1843	29.1345	0.0075	-0.008	0.0159
Si	5.7867	8.1905	29.181	0.0271	0.0052	-0.0653
Si	9.6708	8.204	29.1914	0.0247	-0.0157	-0.064
Si	0.0087	9.5585	29.1459	0.0054	0.0316	0.0519
Si	3.8707	9.5625	29.1166	-0.0385	0.0332	0.0956
Si	7.731	9.5425	29.1987	-0.0226	0.012	-0.0361
Si	0	0	31.0965	0.0384	-0.0435	-0.1303
Si	3.8672	0	31.0965	-0.0292	-0.0049	-0.256
Si	7.7343	0	31.0965	-0.0489	0.0561	0.1368
Si	1.9336	1.3673	31.0965	-0.0209	-0.0341	0.0651
Si	5.8008	1.3673	31.0965	-0.0262	-0.0586	-0.0734
Si	9.6679	1.3673	31.0965	0.0109	-0.0636	-0.0778
Si	0	5.469	31.0965	0.012	-0.0372	0.0029
Si	3.8672	5.469	31.0965	0.0111	0.0502	0.031
Si	7.7343	5.469	31.0965	-0.0173	-0.0172	0.0417
Si	1.9336	6.8362	31.0965	0.0061	-0.0014	-0.1463
Si	5.8008	6.8362	31.0965	-0.0413	-0.1148	0.1448
Si	9.6679	6.8362	31.0965	0.0354	-0.1573	0.1721
Si	1.9336	2.7345	0.9679	0.0007	0.0299	-0.1323
Si	5.8008	2.7345	0.9679	-0.0277	0.0571	-0.1554
Si	9.6679	2.7345	0.9679	-0.0149	0.0739	-0.005
Si	0	4.1018	0.9679	-0.1014	0.0206	-0.1121
Si	3.8672	4.1018	0.9679	0.0194	-0.0093	0.1626
Si	7.7343	4.1018	0.9679	-0.0325	0.0687	0.1559
Si	1.9336	8.2035	0.9679	0.028	0.045	-0.0771
Si	5.8008	8.2035	0.9679	-0.0662	0.0403	-0.005
Si	9.6679	8.2035	0.9679	-0.0686	0.0883	0.1182
Si	0	9.5708	0.9679	-0.0903	-0.0098	-0.1146
Si	3.8672	9.5708	0.9679	0.0162	-0.0369	-0.0108
Si	7.7343	9.5708	0.9679	0.028	0.0053	0.0445
Si	11.5721	0.0195	2.8791	-0.0033	-0.0272	0.0102
Si	3.8462	0.0111	2.907	0.0471	-0.0167	-0.0502
Si	7.7217	0.0124	2.8971	-0.0121	-0.0562	-0.0359
Si	1.9147	1.3448	2.8617	-0.0214	0.2216	-0.0358
Si	5.7963	1.3593	2.8762	0.0048	0.0283	0.0211
Si	9.6326	1.3819	2.9097	0.0013	0.0085	0.0095
Si	11.5479	5.5115	2.8582	-0.0445	-0.0204	0.052
Si	3.8551	5.4628	2.9323	0.006	-0.0229	0.0249
Si	7.6998	5.5095	2.8999	0.037	0.0196	-0.0246
Si	1.9107	6.8065	2.8655	-0.0024	-0.0249	-0.0409
Si	5.7686	6.86	2.9088	0.0188	0.0348	-0.0312
Si	9.625	6.8848	2.9371	-0.0941	-0.0398	-0.0231
Si	1.8577	2.7767	4.7146	-0.0809	-0.0275	0.2967
Si	5.8146	2.7414	4.7824	-0.0056	0.0261	0.0868
Si	9.5536	2.8168	4.8014	0.0229	0.0001	0.0895
Si	11.5065	4.1308	4.753	0.1288	0.0188	-0.044
Si	3.8688	4.0557	4.8698	-0.0313	0.0576	-0.0812
Si	7.6873	4.2312	4.8831	-0.0059	0.0223	-0.0314
Si	1.8824	8.147	4.7815	0.0071	-0.0135	0.0223
Si	5.75	8.2833	4.8082	0.0233	-0.0377	0.0346
Si	9.5958	8.278	4.8828	0.052	-0.0823	-0.0433
Si	11.5736	9.5593	4.7735	-0.18	-0.0544	0.1094
Si	3.7619	9.5504	4.8129	0.1002	0.0342	0.1379
Si	7.6788	9.6734	4.882	0.0185	0.0213	0.016
Si	11.4252	0.1374	6.5635	0.1155	-0.1876	0.1257
Si	3.642	0.1107	6.6461	-0.3828	-0.1335	0.3821
Si	7.6253	0.0687	6.8939	0.0513	0.0481	0.0134
As	1.7416	1.5591	6.7643	0.0895	0.2318	-0.1403
Si	5.646	1.3739	6.7075	-0.0199	0.0227	0.1128
Si	9.5697	1.538	6.79	-0.1087	-0.0966	-0.0313
Si	11.534	5.5011	6.6771	0.1509	-0.1065	-0.0519
Si	3.9642	5.3996	6.8494	0.0861	0.0009	0.2929
Si	7.7292	5.6688	6.8499	0.0192	-0.0117	0.0177
Si	1.979	6.6595	6.6356	-0.041	-0.0947	0.0743
Si	5.7902	6.9667	6.757	0.0034	-0.033	0.014
Si	9.7458	7.0279	6.9111	-0.0802	-0.0381	-0.0084
O	9.9822	7.9797	8.2869	0.0346	0.0049	0.0548
O	7.641	9.927	8.1888	-0.0344	-0.0375	0.0753
O	7.441	4.7128	8.1901	0.0294	0.0324	-0.0021
O	3.3017	10.4376	8.1833	0.103	0.0816	-0.0233
O	2.0213	7.6128	7.9828	-0.0105	0.0489	0.0252
O	4.0525	4.6623	8.391	0.0383	0.5779	-0.6219
O	9.857	2.4232	8.1831	-0.0268	0.0477	0.0152
O	11.5086	4.5202	8.018	-0.0808	0.047	0.0419
O	5.4523	2.3828	8.0252	0.0945	-0.0971	-0.2095
O	5.7909	7.9759	8.0941	0.0066	-0.0328	0.0314
O	11.276	10.3098	8.0263	-0.0253	-0.1105	0.074
O	11.2606	10.0861	21.8045	0.0116	-0.0102	-0.0062
O	3.2282	10.7058	21.5213	-0.0014	0.0046	0.0046
O	5.7904	7.7491	22.1534	0.0116	0.0086	-0.0018
O	4.2215	4.4431	21.9657	0.0012	-0.0064	-0.0132
O	7.6926	9.6695	22.1979	0.0031	-0.0123	-0.0054
O	10.3336	7.6566	22.181	0.0025	0.0018	-0.0015
O	1.6259	2.4038	22.1103	0.0066	-0.0038	0.0029
O	5.9564	2.4352	21.9102	0.0034	0.0061	-0.0066
O	8.4379	4.7067	22.2134	0.0037	0.0021	-0.0034
O	-0.0695	4.4475	22.0432	0.0076	-0.0041	-0.0025
O	2.3274	7.3458	21.9274	-0.0009	-0.0148	0.0009
O	9.1342	1.9141	21.9156	-0.0026	0.0233	-0.0308
Si	1.9	7.8496	9.5657	0.0202	-0.1076	-0.057
Si	5.064	0.5578	17.6899	0.0209	0.0033	0.0255
Si	2.5477	5.3897	13.9435	-0.0052	0.0317	0.0242
Si	10.5236	3.9166	14.0151	0.001	0.0109	0.0237
Si	8.3096	2.3811	15.3226	-0.0105	0.0207	0.0216
Si	9.5467	2.2388	20.3802	-0.0123	-0.0076	0.0363
Si	10.6011	3.6257	9.0275	0.0987	-0.0386	-0.1399
Si	0.0665	2.3381	11.5692	0.0056	-0.0002	-0.0022
Si	11.1002	8.1558	15.3845	-0.0026	-0.022	0.0098
Si	5.1959	6.9116	14.0194	0.0043	-0.0095	0.0171
Si	6.0224	2.6608	11.2881	-0.1335	-0.0561	-0.2514
Si	8.5852	7.6619	19.3892	0.0116	-0.0138	0.0091
Si	8.1104	4.8358	20.6283	-0.0026	0.0016	0.0103
Si	5.9637	9.5626	15.2103	0.0076	-0.0073	0.0297
Si	2.1104	7.6256	20.3443	-0.0084	0.0048	0.0028
Si	1.9236	4.8832	18.773	0.0092	-0.0082	0.0096
Si	4.5024	3.4175	18.0568	0.0117	0.026	0.0324
Si	8.5625	8.9277	16.818	0.0065	-0.0128	0.0133
Si	0.9267	9.4853	13.2693	-0.0155	-0.0203	0.0123
Si	9.9787	10.6567	11.7098	0.0217	-0.0295	-0.0207
Si	5.3493	3.6928	21.0415	0.0005	0.0004	0.0087
Si	0.6318	5.5071	16.2115	0.0046	0.0026	0.0149
Si	10.77	9.1877	9.0908	0.0144	0.1105	-0.1065
Si	6.5779	8.8847	21.2919	-0.0007	-0.0025	0.0109
Si	7.1606	7.1518	11.4974	0.0084	0.0025	0.0071
Si	2.749	0.7748	12.2284	0.0576	0.0216	-0.034
Si	10.8931	8.6793	21.0474	0.005	0.0033	0.0104
Si	6.0254	4.3073	15.706	0.0237	0.0331	0.0184
Si	7.1914	0.4238	13.0524	-0.0108	0.0171	-0.0152
As	3.9069	2.9152	8.8294	-0.1001	-0.4561	-0.1259
Si	0.9196	6.7524	11.8619	0.0136	-0.0322	0.0195
Si	6.5415	9.0642	9.0618	-0.0341	0.0478	-0.0317
Si	0.6667	3.2869	21.1463	-0.0096	0.0035	-0.004
Si	9.827	6.5727	12.8782	0.0133	0.0273	0.0273
Si	7.8459	4.571	9.7631	-0.0708	0.0112	-0.0851
Si	3.998	10.0509	20.2238	0.0063	-0.0159	0.0115
Si	4.3814	3.0262	13.571	-0.0128	0.0018	-0.0086
Si	3.8313	10.0781	9.6963	0.0118	0.1041	-0.1975
Si	8.0973	0.7823	18.0688	0.0156	0.0127	0.0002
O	11.4654	3.3028	12.852	0.0096	-0.0074	-0.0298
O	9.4762	4.5257	9.8083	0.0054	0.0063	0.0108
O	8.8016	3.5889	19.8671	0.0082	-0.0022	-0.0043
O	4.0722	-0.1106	18.801	-0.003	-0.0003	-0.0105
O	11.2932	4.5872	15.2734	-0.017	-0.0137	-0.0205
O	9.863	9.8567	10.2794	-0.0022	-0.0111	-0.0067
O	3.8839	1.5337	13.1321	0.0004	-0.0259	0.0186
O	0.7053	9.1032	14.8398	0.0245	0.0124	-0.018
O	6.5042	0.9638	18.3708	0.0036	-0.0037	-0.0088
O	4.7387	3.1323	19.6497	-0.0083	-0.0111	-0.0202
O	6.4498	1.1662	11.7979	0.0565	-0.0202	0.045
O	0.5346	8.7009	9.8318	-0.0008	0.0341	-0.0118
O	5.6802	4.2949	17.3119	-0.0118	-0.0204	-0.0161
O	8.5026	7.3271	12.3784	-0.0026	0.002	-0.0091
O	4.6201	2.7826	10.4466	0.086	0.077	0.1622
O	2.1121	5.526	15.5079	0.0067	-0.0201	-0.0152
O	3.3911	0.1655	10.8638	-0.0291	-0.0002	0.0176
O	5.9517	7.1661	12.589	0.0162	-0.0006	-0.0162
O	2.2791	6.3485	19.3678	-0.0011	0.0059	-0.0047
O	0.6763	4.9184	17.7264	0.0013	0.0026	-0.0142
O	8.5369	10.6417	12.47	-0.0057	0.0183	0.0032
O	5.4486	10.1302	9.6194	-0.0106	-0.0264	0.0312
O	0.605	8.2134	20.2063	0.0056	-0.001	-0.004
O	9.7505	2.6472	14.6517	-0.0051	0.0011	-0.029
O	2.1164	10.5776	13.2014	0.0245	0.0093	-0.0002
O	10.0155	9.0953	16.1249	0.0101	0.0074	-0.0048
O	6.1904	10.2802	13.7558	0.0054	0.0024	-0.0149
O	7.4927	1.4663	14.2653	0.0011	-0.0254	-0.0207
O	1.6249	3.9159	20.0219	0.0029	0.0023	0.0015
O	5.8852	5.7643	14.9767	0.0025	0.0138	-0.0021
O	7.3981	8.9423	15.6946	-0.0072	0.0074	-0.0147
O	1.5545	1.7301	11.7109	-0.0336	0.0035	-0.0175
O	7.137	8.3485	10.3922	-0.0032	0.0071	0.0011
O	4.3261	1.9639	17.3261	-0.0041	-0.0072	-0.0201
O	7.2703	3.1969	10.4053	0.0849	-0.0049	0.0897
O	11.6788	7.0279	16.3944	0.0055	0.017	-0.0144
O	8.3393	10.1526	17.8269	0.006	0.008	-0.0137
O	3.2455	8.6073	10.0729	-0.0012	0.0376	0.0159
O	7.564	3.8125	15.5346	0.0177	-0.0123	-0.0073
O	3.1602	4.3	17.915	0.009	-0.0072	-0.0046
O	3.0294	3.9067	13.526	-0.0106	0.0099	-0.0009
O	1.4195	8.19	12.4325	0.0011	0.018	0.0063
O	1.2634	5.656	12.9952	0.009	0.0006	0.0135
O	5.0182	8.2763	14.9	0.0147	0.0121	-0.0036
O	11.1679	2.3799	20.3532	0.0028	-0.0018	-0.0025
O	11.1014	9.9884	12.6732	-0.0052	0.0128	0.0029
O	5.6145	3.5407	12.6085	0.0507	0.033	0.0662
O	5.01	3.1952	15.0573	-0.0197	-0.0123	-0.0083
O	6.4792	4.7851	20.5639	-0.0003	0.0008	-0.0082
O	8.5151	1.6407	16.7527	0.0117	0.0012	0.0031
O	10.4498	1.2577	11.4658	0.0107	0.0173	-0.0027
O	10.9101	6.6505	11.6541	-0.0193	-0.0018	-0.0131
O	3.2709	8.6504	19.8648	0.0105	0.0054	-0.0058
O	1.7136	6.4844	10.4556	-0.0097	0.0118	0.0162
O	7.1681	8.2026	19.9572	-0.0025	0.0102	0.0029
O	8.5284	7.5861	17.7572	0.0019	0.004	-0.0094
O	3.7	6.4625	13.6038	0.0004	-0.0002	0.002
O	9.5317	5.0287	13.3262	0.0125	-0.0113	0.0026
O	5.5244	9.9869	20.7738	-0.0077	0.002	-0.0049
O	10.3861	7.3955	14.1477	0.006	-0.0025	-0.0088
O	8.7697	6.1534	19.9575	-0.0019	0.0048	0
O	7.2085	5.7687	10.6481	0.0219	-0.0298	0.0304
O	5.3045	10.5385	16.3662	0.009	-0.0021	-0.0205
O	9.0407	1.1039	19.3467	-0.0114	-0.0177	-0.012
O	11.6617	3.1131	10.1395	-0.0235	0.0087	0.0547
O	9.7418	8.6988	19.8961	-0.002	-0.0017	-0.0047

Results
free energy: -152502.002 eV
free energy less fixed offsets of As -4856.12, O -568.88, Si -635.61 eV per atom: 4.008 eV

The program warned: the cutoff lies below the one the program advises for these potential files; the exchange-correlation potential is rough where the density is thin.
